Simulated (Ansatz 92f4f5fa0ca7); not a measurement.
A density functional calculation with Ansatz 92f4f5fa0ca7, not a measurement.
Periodic cell of 416 atoms, Si264O152, from a study of silicon, its oxide and their interface. The atomic structure is a simulated model.
Doubt: the cutoff is far below the 930 eV that the study's wrapper takes by default for these files, so forces and energies are approximate.
This geometry differs little from another in the collection (a relaxation step or a small displacement).

Settings: functional PBE; potential files Ansatz PAW; basis plane waves; wave-function cutoff 580 eV; density cutoff ratio 5; exchange-correlation grid ratio 1; k mesh 1 x 1 x 1, Gamma-centred; self-consistency stop 5e-08 eV per atom in the density residual; occupations fixed; spin none; net charge 0.

Cell vectors (angstrom)
a	15.4687	0	0
b	0	12.8259	0
c	0	0	36.8737

Atoms and the computed forces on them: element, x, y, z (angstrom), force x, y, z (eV/angstrom)
Si	-0.0056	1.1193	34.2131	0.0013	0.0203	0.0021
Si	3.8799	1.115	34.2597	0.0038	0.0231	-0.0208
Si	7.7424	1.1096	34.286	-0.0019	0.0157	-0.0214
Si	11.7325	1.1193	34.2757	-0.0072	0.0154	-0.0167
Si	1.9043	7.6132	34.1628	-0.0047	0.0012	-0.0019
Si	5.7849	7.5934	34.1844	0.0099	-0.0049	-0.0013
Si	9.6916	7.5905	34.1613	0.0025	-0.0131	-0.0062
Si	13.5679	7.5897	34.0971	-0.0063	-0.0049	0.0053
Si	1.9336	5.247	34.6068	-0.2611	0.1029	-0.3408
Si	5.8008	5.247	34.6068	0.1733	-0.0971	-0.0727
Si	9.6679	5.247	34.6068	0.0658	-0.0856	-0.2975
Si	13.5351	5.247	34.6068	0.2194	-0.098	-0.9049
Si	0	11.6599	34.6068	-0.1771	-0.1122	0.3933
Si	3.8672	11.6599	34.6068	0.1128	0.3047	0.7759
Si	7.7343	11.6599	34.6068	0.0522	-0.3734	0.3731
Si	11.6015	11.6599	34.6068	0.121	-0.3778	0.1706
Si	0	4.664	35.8435	0.0326	0.0422	-0.0119
Si	3.8672	4.664	35.8435	0.016	-0.0933	-0.0552
Si	7.7343	4.664	35.8435	-0.0182	0.0858	0.0394
Si	11.6015	4.664	35.8435	-0.0405	-0.0042	-0.0976
Si	1.9336	11.0769	35.8435	0.0119	-0.1371	-0.1354
Si	5.8008	11.0769	35.8435	-0.0121	-0.0994	-0.0867
Si	9.6679	11.0769	35.8435	-0.0323	-0.0638	-0.0906
Si	13.5351	11.0769	35.8435	-0.0114	-0.2343	-0.0679
Si	0	2.332	36.2558	-0.02	-0.0311	-0.048
Si	3.8672	2.332	36.2558	0.0438	0.1565	0.1688
Si	7.7343	2.332	36.2558	-0.161	0.0796	0.3835
Si	11.6015	2.332	36.2558	0.3021	0.0313	0.3465
Si	1.9336	8.745	36.2558	-0.2184	-0.0406	-0.0055
Si	5.8008	8.745	36.2558	0.0101	-0.0473	0.0906
Si	9.6679	8.745	36.2558	0.1557	-0.05	-0.0823
Si	13.5351	8.745	36.2558	0.0492	-0.0627	-0.3689
Si	1.9336	1.749	0.6188	-0.0372	0.0222	-0.0519
Si	5.8008	1.749	0.6188	0.0207	0.1189	0.0413
Si	9.6679	1.749	0.6188	-0.0397	0.048	-0.0507
Si	13.5351	1.749	0.6188	-0.0673	0.1528	0.0817
Si	0	8.162	0.6188	0.0679	-0.0492	-0.0367
Si	3.8672	8.162	0.6188	0.0175	-0.0616	-0.0416
Si	7.7343	8.162	0.6188	-0.0135	-0.075	-0.0348
Si	11.6015	8.162	0.6188	-0.0127	-0.0938	-0.0724
Si	0	5.83	1.031	-0.0588	0.0075	0.0405
Si	3.8672	5.83	1.031	-0.0048	0.104	0.0411
Si	7.7343	5.83	1.031	0.0443	0.0008	0.0265
Si	11.6015	5.83	1.031	0.0302	0.0473	0.066
Si	1.9336	12.2429	1.031	-0.0042	-0.0281	-0.0241
Si	5.8008	12.2429	1.031	0.0066	0.0092	0.0326
Si	9.6679	12.2429	1.031	-0.005	-0.0364	-0.0243
Si	13.5351	12.2429	1.031	-0.0024	0.035	0.0281
Si	1.9336	5.247	2.2678	-0.0542	-0.0006	0.0908
Si	5.8008	5.247	2.2678	0.0303	-0.0713	-0.0935
Si	9.6679	5.247	2.2678	0.058	-0.0483	0.0065
Si	13.5351	5.247	2.2678	0.1004	-0.0192	0.0296
Si	0	11.6599	2.2678	0.0543	0.0384	-0.1286
Si	3.8672	11.6599	2.2678	0.0109	0.0789	0.0149
Si	7.7343	11.6599	2.2678	0.089	0.0269	0.1036
Si	11.6015	11.6599	2.2678	-0.1288	0.05	0.029
Si	1.9336	2.915	2.68	0.0375	-0.0901	-0.0355
Si	5.8008	2.915	2.68	-0.0476	-0.1419	-0.0556
Si	9.6679	2.915	2.68	0.0478	-0.1256	-0.1059
Si	13.5351	2.915	2.68	0.079	-0.1651	-0.0583
Si	0	9.328	2.68	-0.079	0.1019	0.1007
Si	3.8672	9.328	2.68	-0.0282	0.1136	0.1162
Si	7.7343	9.328	2.68	-0.0019	0.1952	0.1081
Si	11.6015	9.328	2.68	0.0263	0.1541	0.1147
Si	-5.6693	3.853	26.6568	0.044	-0.0196	-0.0361
Si	11.4289	-1.1762	20.6821	-0.0122	-0.0008	-0.0082
Si	3.1592	-0.3616	26.4107	0.0025	0.001	0.0254
Si	5.8017	-3.9754	29.9415	-0.0163	0.0071	-0.0047
Si	5.7674	5.511	28.933	0.0058	0.0093	-0.0011
Si	-0.0222	9.6683	22.485	0.0031	0.0068	0.0157
Si	3.5836	7.514	27.0494	-0.0029	0.0079	0.0636
Si	13.5108	9.0461	29.8271	-0.0057	-0.0147	-0.0123
Si	-1.8671	0.7743	25.3703	0.0079	0.0166	-0.007
Si	2.5998	5.7173	28.5133	0.0239	0.0068	0.0115
Si	10.9597	1.9385	17.3232	-0.0197	0.0238	0.0146
Si	7.5914	1.2898	21.6207	-0.0068	0.0063	-0.0161
Si	7.4757	8.5538	19.9931	-0.0041	-0.0057	0.0021
Si	7.9828	14.3315	30.1608	-0.0229	-0.0185	-0.0179
Si	0.1989	9.1389	25.6621	-0.0003	-0.0075	0.0008
Si	11.4104	14.4915	30.0694	0.0037	-0.0112	-0.0246
Si	2.0027	0.7903	30.7884	-0.0049	-0.0156	0.0042
Si	5.8434	0.693	30.7519	-0.0088	-0.0439	0.0011
Si	9.747	0.4178	31.2288	0.0088	0.0086	-0.0002
Si	17.4454	9.3413	29.8294	-0.0279	0.0261	-0.029
Si	1.9642	11.2295	31.2825	0.0027	0.0011	-0.0098
Si	3.7671	8.1361	30.8595	0.0314	0.0283	0.0282
Si	9.6402	10.8511	31.2189	0.0064	0.0062	0.0148
Si	9.4917	8.8288	29.7349	-0.0151	0.0043	-0.0149
Si	-1.9689	0.63	30.6953	0.0189	-0.0295	0.0084
Si	0.0804	3.9238	30.9978	-0.0094	0.0103	-0.0178
Si	8.5082	-5.1186	27.685	-0.0164	0.0028	-0.0053
Si	12.8758	3.7559	25.9997	0.0268	-0.0086	-0.004
Si	-3.8897	3.8904	31.1219	0.0124	0.0051	0.0052
Si	5.5933	1.1402	25.4415	-0.0084	-0.0052	0.0255
Si	13.7428	5.6203	28.2352	0.0136	0.0056	0.0071
Si	13.5095	11.0522	31.1875	-0.0006	0.0217	0.0168
Si	3.9615	2.1084	30.014	-0.0003	-0.0203	0.0032
Si	5.8129	-1.7816	31.1321	-0.0012	0.027	0.0088
Si	5.9515	-5.215	27.8817	0.0031	-0.0133	-0.0192
Si	9.6557	1.3846	28.379	-0.0133	0.0135	-0.0278
Si	4.1475	3.8657	28.275	0.0127	0.0133	0.0082
Si	3.9896	5.9423	30.3474	-0.0134	0.013	-0.0622
Si	11.649	5.6218	29.4995	-0.001	0.0128	0.0175
Si	11.5577	7.7851	30.5019	0.0062	-0.001	-0.0032
Si	0.3339	5.7345	29.4578	-0.0063	-0.0077	0.0208
Si	3.8914	3.9771	31.5316	0.0093	-0.0205	-0.0093
Si	7.8417	3.6766	31.3304	-0.0082	0.0216	-0.022
Si	7.8707	5.4144	29.8559	-0.0063	0.0003	0.0228
Si	9.5745	5.6262	28.2424	-0.0235	-0.0082	-0.004
Si	7.705	7.6399	30.7811	0.0084	0.0111	0.0005
Si	15.5611	7.9264	30.4563	-0.0039	0.0042	-0.0087
Si	15.4961	14.4502	29.7886	0.0024	0.0035	-0.0079
Si	1.8565	3.8924	32.6339	-0.0123	0.019	0.0067
Si	5.8943	3.8394	32.6952	0.013	0.0125	0.0171
Si	9.7565	3.8544	32.6464	-0.0016	0.005	0.002
Si	13.5815	3.9617	32.4358	-0.0045	0.0041	0.0029
Si	-0.0019	10.6465	32.5124	-0.0042	-0.0097	0.0074
Si	3.9032	10.7139	32.5357	0.0078	-0.0211	-0.0018
Si	7.7	10.5548	32.536	0.0056	-0.0024	0.007
Si	11.6019	10.5104	32.5317	-0.0002	0.0083	0.0119
Si	1.9481	1.6085	33.028	-0.0049	-0.0041	-0.0032
Si	5.8254	1.5439	33.0191	0.0103	-0.0132	-0.0121
Si	9.7505	1.5854	33.2304	-0.0099	0.0068	0.0052
Si	13.5779	1.6435	32.8985	0.0022	-0.0103	0.0019
Si	0.0371	8.2739	32.8364	0.0022	0.006	0.0121
Si	3.8451	8.437	33.1344	-0.0012	0.0037	-0.0302
Si	7.7241	8.2284	33.0276	-0.0036	-0.001	-0.0088
Si	11.611	8.1701	32.8698	-0.0059	0.0037	0.0016
Si	0	2.332	3.9167	-0.1799	0.309	-0.0267
Si	3.8672	2.332	3.9167	0.0195	0.0618	-0.3855
Si	7.7343	2.332	3.9167	0.108	-0.25	-0.3607
Si	11.6015	2.332	3.9167	-0.1662	-0.0524	-0.2794
Si	1.9336	8.745	3.9167	0.0294	0.3818	0.4355
Si	5.8008	8.745	3.9167	0.0881	0.1351	0.2682
Si	9.6679	8.745	3.9167	-0.0034	0.2498	0.3676
Si	13.5351	8.745	3.9167	0.134	0.2222	0.0782
Si	1.9225	6.4539	4.3286	-0.0061	-0.0165	-0.0072
Si	5.831	6.4306	4.3067	0.0121	-0.0072	-0.0045
Si	9.6927	6.4495	4.3122	-0.0169	-0.0139	-0.0024
Si	13.5537	6.4366	4.3202	-0.0016	0.0044	0.0004
Si	0.0213	12.8168	4.3265	-0.0019	0.01	-0.0207
Si	3.8826	12.8112	4.348	-0.0022	0.0079	-0.0165
Si	7.7633	12.811	4.3594	0.0011	-0.0107	-0.013
Si	11.5658	12.8072	4.352	0	-0.0009	-0.0155
Si	-0.0022	5.9996	5.6363	0.0029	-0.0211	-0.0062
Si	3.883	5.9665	5.5341	0.0031	-0.0007	0.0024
Si	7.7755	5.8285	5.5304	-0.0056	0.0092	-0.0077
Si	11.6196	5.9313	5.5606	0.0121	-0.0071	-0.0039
Si	1.9463	12.2255	5.5765	-0.0009	-0.0038	-0.0053
Si	5.8246	12.1778	5.5566	-0.0017	0.008	-0.0009
Si	9.667	12.1611	5.662	-0.0044	0.0203	-0.0018
Si	13.5371	12.2209	5.4969	0.0001	0.0197	0.0159
Si	-0.0733	3.656	5.9051	0.0039	-0.0001	-0.0133
Si	3.83	3.6385	5.8496	0.0093	-0.0088	-0.011
Si	7.7612	3.5163	5.9075	0.0095	-0.0008	0.0083
Si	11.4828	3.6058	5.8701	0.0024	-0.0083	-0.0034
Si	1.974	9.9157	6.0944	-0.0142	0.0156	0.012
Si	5.832	9.863	6.0649	-0.0116	-0.0082	-0.007
Si	9.701	9.8308	6.1037	-0.0147	-0.0042	-0.0021
Si	13.5993	9.8962	6.0169	0.0072	0.0054	-0.0076
Si	1.8913	3.0028	6.9785	-0.0108	0.0119	-0.0006
Si	5.7646	2.9498	6.9379	-0.0059	-0.0018	-0.004
Si	9.6476	2.7865	7.1077	-0.002	0.0276	-0.0084
Si	15.5003	-3.2917	7.446	0.0019	-0.0291	-0.0107
Si	-5.7483	6.1495	8.7321	-0.0032	0.0648	0.1136
Si	3.9304	7.0337	7.6661	0.0048	0.0075	0.0173
Si	7.7383	9.1996	7.3605	0.0058	-0.0032	-0.0012
Si	11.7055	9.3396	7.3368	-0.0023	-0.007	0.0008
Si	-1.8668	6.4508	9.0867	0.0785	0.0579	-0.0015
Si	11.2823	4.0268	10.639	0.0478	-0.219	-0.082
Si	4.4664	10.4645	15.218	0.0056	-0.0171	-0.0179
Si	11.7074	6.9659	7.7059	-0.0322	0.0069	0.0022
Si	-0.1146	13.4461	8.7507	-0.0177	-0.0178	0.0065
Si	1.8726	16.715	9.1151	-0.016	0.022	0.001
Si	12.345	10.8012	9.1556	0.0044	0.0261	0.01
Si	13.3905	15.9757	7.0599	0.0144	-0.0105	-0.037
Si	3.9241	9.4825	7.4438	0.0008	-0.0322	-0.0017
Si	4.5224	11.4399	12.1632	-0.0195	0.0008	0.004
Si	8.7612	7.6539	11.8049	0.1161	-0.0083	-0.0437
Si	15.4992	7.1193	7.8141	-0.016	0.017	0.028
Si	-1.9485	13.6806	7.3331	-0.0068	0.0232	-0.004
Si	4.3393	11.0771	9.3576	0.0469	0.0489	0.0012
Si	9.4721	16.6448	9.1788	0.0433	-0.0233	0.0726
Si	13.3482	16.9261	9.2161	-0.0268	0.0007	0.0683
Si	-4.2668	-1.9203	12.0816	0.0049	0.0255	-0.0378
Si	10.5137	6.2986	10.9401	-0.0812	0.3503	-0.0148
Si	7.7419	6.8548	7.6436	0.0053	-0.0161	-0.0126
Si	9.6591	0.5211	7.7341	0.0065	0	-0.0097
Si	1.8836	13.5599	7.5118	0.0105	-0.0066	-0.0108
Si	3.9307	6.2926	13.1897	-0.0565	0.0031	0.0142
Si	11.8077	13.0507	8.7753	0.0167	-0.0417	0.0265
Si	11.9387	5.8892	14.4553	0.0276	0.0329	-0.0454
Si	-0.3381	4.529	12.3079	-0.021	0.0721	0.0357
Si	3.796	2.7981	10.0352	-0.0034	0.0099	0.0135
Si	6.0372	7.0939	10.8909	-0.0153	0.0475	0.0523
Si	7.6837	-0.247	14.54	-0.01	-0.0066	-0.0051
Si	7.5938	13.3991	8.9534	-0.0092	0.0008	0.0398
Si	6.6095	11.5624	10.0916	-0.0085	-0.03	-0.0573
Si	5.7539	13.5299	7.4691	-0.0094	0.0044	0.0072
Si	12.6644	13.4635	11.7701	0.0103	-0.0037	-0.0115
Si	1.562	-3.2052	15.4523	0.0109	-0.0058	-0.0144
Si	7.5492	2.7138	10.0723	-0.0077	-0.008	-0.0629
Si	1.302	6.6293	16.6088	0.0079	-0.0077	-0.0005
Si	15.3066	2.8839	9.8974	0.0411	0.0059	-0.0555
Si	-1.4172	5.6283	16.7652	0.0172	-0.0084	-0.0039
Si	5.6888	3.7789	9.0871	0.0232	0.0096	0.0159
Si	6.8134	2.1586	13.1687	-0.0018	0.0088	-0.0011
Si	13.1394	9.7451	14.2172	0.0041	0.0172	-0.0044
O	17.3661	0.2581	27.2623	0.0019	-0.0059	-0.0068
O	-14.2349	-7.7178	25.9906	0.0265	-0.0076	-0.0071
O	10.5004	5.548	17.8203	0.0285	-0.0103	-0.0018
O	4.546	13.3503	26.5582	0.005	0.017	-0.0175
O	-18.9994	17.1516	13.9648	-0.0161	-0.0048	-0.0401
O	10.3321	-0.002	20.8939	-0.0005	-0.0002	0.0012
O	7.6798	21.7396	24.8493	0.0013	0.0065	-0.0014
O	2.7488	1.8425	23.0592	-0.0097	0.0007	0.0004
O	11.5138	10.4177	10.5594	-0.0024	0.0229	0.0303
O	14.029	13.3331	21.1182	-0.0016	-0.0034	0.0073
O	5.2844	29.0965	18.8371	-0.0016	-0.0073	0.0018
O	10.2326	14.5223	18.7585	0.0243	0.0019	-0.0341
O	2.8873	15.0897	18.639	-0.0084	-0.0058	-0.0058
O	19.8953	20.4599	17.2373	-0.0039	0.0006	0.001
O	7.4588	6.6691	11.621	0.0255	-0.0511	-0.0022
O	-5.2022	8.2818	24.9572	0.0104	0.0041	-0.0127
O	15.7535	9.5094	24.0854	-0.0036	-0.0026	-0.0168
O	1.7683	4.1886	22.0061	0.0001	0.0007	-0.0031
O	-0.1215	4.2246	13.8735	0.0064	-0.0117	0.0328
O	7.1004	-0.0927	20.8932	-0.0035	-0.0003	-0.001
O	-5.5519	2.3014	16.1129	0.0022	-0.019	0.0023
O	16.1298	18.5139	11.7601	0.0161	-0.0084	-0.0037
O	1.1761	28.2353	15.5704	-0.0087	-0.0061	0.0061
O	12.1938	13.8546	10.2319	0.0021	-0.0077	0.0535
O	6.649	-0.8103	18.3295	-0.0128	0.011	-0.0219
O	-4.0675	16.3217	26.6199	-0.0077	-0.001	0.0019
O	-1.1602	9.5047	26.4765	-0.003	-0.0091	0.0126
O	0.3592	7.5276	25.8239	0.004	0.0289	-0.0005
O	6.2457	9.7147	22.8237	0.0007	0.0004	0.0036
O	3.5956	5.609	23.1414	-0.0033	0.0008	0.0009
O	2.5695	2.2528	12.8491	0.0187	0.0028	-0.027
O	8.7804	8.7804	10.5675	-0.0179	0.0338	-0.0368
O	-11.9388	11.0171	27.1126	0.0003	0.0174	-0.0002
O	8.4688	-6.3958	24.499	0.0052	-0.0131	-0.006
O	11.2349	10.7569	17.145	0.0005	-0.0125	-0.0095
O	2.7841	-0.3307	24.7844	-0.0046	0.0038	-0.0102
O	-4.7958	5.4386	23.3585	0.0014	0.0029	0.005
O	10.5496	10.3024	20.5166	-0.0007	-0.0044	0.0046
O	18.4587	-2.5749	15.8571	-0.0149	-0.0007	0.0008
O	-3.0269	-1.2764	21.9787	0.0006	-0.0055	0.0017
Si	9.9305	6.6372	16.7368	-0.0383	0.0031	0.0548
Si	-6.7117	7.8049	25.3672	-0.01	-0.0095	-0.003
Si	24.6466	17.9091	23.887	-0.0123	-0.0116	-0.0219
Si	9.3164	14.832	14.6198	0.0193	0.0124	-0.0121
Si	5.2146	-5.2504	15.8092	0.0101	-0.0195	-0.0166
Si	2.5726	8.2739	21.0848	0.0149	0.0106	-0.0022
Si	10.6942	-0.3924	26.0882	0.0221	-0.0351	-0.0186
Si	-0.5352	1.7503	20.6026	-0.0123	-0.0065	-0.0042
Si	5.9625	25.5053	17.018	-0.0101	-0.0151	0.0055
Si	5.8304	17.7651	19.1979	0.008	-0.006	0.0017
Si	3.8144	26.2082	8.8461	-0.017	-0.0227	-0.0183
Si	-5.5099	9.1308	21.4723	-0.0131	-0.0029	-0.014
Si	11.7881	17.521	18.3226	-0.0224	-0.008	0.0047
Si	19.0616	19.8992	18.5172	0.0141	-0.0104	0.0084
Si	15.4003	-1.1363	11.5977	0.0044	-0.0046	-0.0476
Si	2.1418	18.5189	22.4823	0.0006	-0.004	0.0137
Si	1.8362	0.9958	18.7004	0.008	0.012	0.0042
Si	1.5175	16.3749	25.6168	-0.0403	0.0167	0.0298
Si	-7.2847	12.9431	24.4723	-0.0137	0.0005	-0.0182
Si	4.5375	3.8204	26.0296	-0.0237	-0.0124	-0.0715
Si	2.3601	0.6194	12.9221	-0.0446	0.0057	-0.0294
Si	5.7893	18.9319	8.8158	0.0001	0.0019	0.0081
Si	5.0378	5.7388	23.8321	0.011	0.0016	-0.0249
Si	5.475	21.1917	22.2961	0.0083	-0.01	-0.0067
Si	-3.1765	5.3662	23.4209	0.0078	-0.0115	0.016
Si	7.5026	22.305	9.7604	0.0256	-0.0055	0.0391
Si	4.511	14.8583	18.775	-0.0023	0.016	0.0172
Si	16.6619	13.7843	15.702	0.027	-0.018	-0.0222
Si	13.3583	8.6434	27.5177	-0.0108	0.005	-0.0289
Si	6.9061	16.9272	22.0055	-0.007	0.0027	-0.0058
Si	19.3655	15.9774	12.3996	-0.0279	-0.0062	0.0481
Si	12.4955	3.5253	20.9372	-0.0291	0.0118	-0.0147
Si	-4.1135	9.3811	25.4475	-0.0106	0.0095	0.013
Si	16.9339	19.3508	25.2179	-0.0292	-0.0403	0.0174
Si	12.2272	11.9437	17.6736	0.0006	0.0054	0.0158
Si	7.6067	6.7183	17.3832	-0.0164	0.0053	-0.0104
Si	-0.8067	11.6141	15.934	-0.0165	0.0098	-0.0166
Si	10.2489	14.3591	20.3772	-0.0139	0.0027	-0.0016
Si	0.4958	16.8705	15.3607	-0.0074	0.0043	-0.0466
Si	6.4905	-1.2386	19.885	0.0085	-0.0176	0.0089
Si	18.0936	9.6662	27.4996	0.0187	0.0108	-0.0374
Si	8.9371	9.9787	13.7811	-0.0072	-0.0325	-0.0077
Si	10.9937	9.4433	16.2116	-0.0138	-0.0011	0.0063
Si	1.5149	7.0716	11.7097	-0.012	-0.0136	0.0101
Si	13.8697	12.2892	22.358	-0.0067	0.0093	-0.0023
Si	-2.7907	21.2092	22.893	0.0019	0.0022	0.0025
Si	3.8527	12.5985	20.5518	0.0078	-0.005	0.001
Si	16.9295	15.6207	22.7986	-0.0038	-0.0086	0.0126
Si	3.479	0.4512	23.4965	-0.0079	0.0057	-0.0063
Si	11.5941	16.0184	12.8195	0.0292	-0.0057	0.0043
Si	2.0245	19.1187	8.8323	-0.0059	-0.0236	-0.0252
Si	-2.7075	19.3605	11.5808	-0.3628	-0.5003	-0.0608
Si	0.2033	9.5963	12.7877	0.0041	-0.0163	-0.0192
Si	14.8542	11.1066	9.2906	0.0064	0.0342	0.0629
Si	-7.7861	-15.7163	23.5872	-0.0115	-0.0016	-0.0072
Si	0.5334	1.1912	27.4014	0.02	-0.0308	-0.0623
O	-0.2866	13.1125	15.5539	0.003	0.0013	0.0142
O	16.2259	15.952	24.237	0.007	-0.0108	-0.0091
O	7.2119	13.02	16.0433	-0.0069	-0.0067	0.002
O	21.1652	2.7538	25.5913	-0.0315	0.016	0.0226
O	13.6932	11.2144	14.6777	0.0024	-0.0195	0.0304
O	6.7229	26.2013	13.4779	-0.0003	0.0069	0.0077
O	25.5397	-0.0359	27.5788	0.0022	0.0113	0.0009
O	7.7014	23.7919	14.2423	0.0005	0.0081	0.0113
O	1.5153	-20.3386	15.6299	-0.0017	0.0114	0.0193
O	10.6953	-1.9771	25.6981	0.0022	0.0077	-0.0009
O	5.9179	17.3965	23.1785	-0.0123	0.0176	0.0122
O	1.2804	-3.6212	21.5606	-0.0068	-0.0021	-0.0037
O	3.7827	10.6393	10.9092	-0.0275	-0.0206	0.0351
O	12.1055	-2.8963	13.0014	-0.0253	0.0094	-0.0165
O	16.4204	15.5047	26.8528	0.0029	-0.0004	-0.0165
O	3.1106	8.3043	19.5216	-0.0124	-0.0038	-0.0007
O	-3.2526	11.9611	19.2954	-0.0081	-0.009	-0.014
O	7.8386	2.7209	14.3506	0.0122	-0.0078	0.0001
O	9.7137	13.1284	24.9901	-0.0011	0.002	0.0195
O	15.9047	1.9995	21.8644	-0.001	0.0032	-0.0046
O	-1.3989	12.6397	11.8471	-0.0558	0.0042	-0.0006
O	15.1344	24.083	22.2541	0.0002	-0.0124	0.0009
O	-1.6485	4.3065	27.2178	-0.024	-0.0149	-0.0327
O	3.8803	8.6434	22.0162	-0.0109	0.0012	-0.004
O	12.8386	-8.5285	22.3179	-0.0137	-0.0075	-0.0323
O	-11.982	-0.4377	22.1297	-0.0019	0.0038	-0.0033
O	8.5473	34.1297	13.2331	0.0013	0.0227	0.0197
O	11.515	12.4748	12.3581	-0.0058	-0.0478	-0.0211
O	8.9671	8.1775	20.5855	0.0019	0.009	0.0054
O	19.1132	4.7027	12.908	0.0144	0.0257	-0.012
O	20.7606	28.3976	13.1946	0.0226	-0.0179	-0.0016
O	11.6911	17.3466	19.9295	0.023	-0.0259	0.0082
O	-3.5654	3.2653	17.5206	-0.0222	-0.002	0.0124
O	-2.3196	6.1086	15.5106	-0.042	0.0055	-0.0481
O	4.9809	18.1334	25.4209	-0.0047	0.009	0.0157
O	1.5937	20.8734	15.8682	-0.0061	0.0072	0.0082
O	13.9088	-9.8385	20.2916	-0.0067	-0.0005	0.0066
O	16.6244	6.3047	23.6344	0.0077	0.0007	-0.0276
O	4.4432	10.7224	13.6097	-0.0078	0.0038	0.0088
O	-0.6172	0.4967	26.415	-0.0185	0.0091	0.0038
O	4.884	11.376	20.1891	0.0012	-0.0003	0.0023
O	-3.2371	12.9675	25.995	-0.0093	0.0005	0.0003
O	27.2667	13.3912	17.016	-0.0016	-0.0062	-0.0023
O	22.2035	7.0298	16.0323	-0.0115	0.0009	0.0031
O	2.2406	6.3899	17.9171	-0.0298	0.0068	-0.0217
O	5.3604	9.113	15.3285	-0.0097	0.0175	0.0003
O	4.4758	19.4408	14.6989	0.0113	0.0062	0.0181
O	2.5196	19.9231	12.9886	0.0192	-0.0157	-0.0081
O	1.7236	0.4716	17.1648	-0.0121	0.0024	-0.012
O	9.1906	0.3763	14.4377	-0.0084	0.0088	0.0017
O	1.1801	25.5536	12.01	0.0503	0.0113	0.0208
O	27.7141	19.7114	13.1717	0.0474	0.0741	0.1085
O	12.8148	-7.9158	24.8787	-0.0103	-0.0061	0.0001
O	3.7782	25.7038	12.3748	0.0213	-0.0145	-0.0069
O	17.5699	6.709	21.2297	-0.0032	-0.0052	0.0002
O	16.0561	21.2438	11.7073	-0.012	0.0058	0.0123
O	7.4841	2.505	11.7181	-0.0065	0.0002	0.0461
O	11.4631	27.9367	21.1659	0.0159	0.0224	-0.0044
O	-0.2579	19.5454	17.0704	0.0284	0.0019	0.0034
O	14.0492	8.8734	22.1234	-0.0026	0.0032	0.0017
O	-3.6112	8.9318	26.9336	0.0202	0.0031	-0.0144
O	-8.5329	5.3757	18.0706	-0.0063	-0.0009	0.0014
O	-3.0643	9.0247	15.4773	-0.0032	0.0026	-0.0019
O	-9.2959	8.6737	10.4118	-0.0566	-0.0163	-0.0274
O	7.2973	-2.6447	20.0231	-0.0041	0.0014	0.0007
O	-5.817	23.5447	12.5122	0.0133	-0.0045	0.0242
O	25.3488	22.6451	15.0912	-0.0031	0	-0.0108
O	7.4094	7.9504	18.481	-0.0024	0.0019	-0.0017
O	-22.1581	14.8668	20.7974	0.0014	-0.0065	0.0072
O	13.6382	5.1346	11.9807	0.078	0.1137	0.0037
O	-2.9857	9.3184	24.2478	-0.0038	-0.0132	0.0024
O	22.0811	4.918	20.6266	-0.0036	-0.0083	0.0008
O	5.6054	7.2277	23.4765	-0.0055	-0.0111	0.0031
O	-9.4029	11.6855	11.6717	0.0064	0.0025	-0.0117
O	4.5435	18.7898	19.2676	-0.0113	0.008	-0.004
O	13.5982	32.675	27.3641	-0.002	-0.0077	-0.0158
O	16.9106	9.7905	13.8325	-0.006	-0.0042	0.0116
O	-2.0322	28.0481	25.3068	-0.0078	-0.0117	0.0031
O	11.2953	21.205	22.0206	0.0079	-0.0033	0.0071
O	14.4197	8.9186	13.6421	-0.0134	-0.0108	-0.0005
O	-1.6251	12.9771	23.8611	-0.0033	-0.0051	-0.0103
O	4.6549	13.9932	20.1744	-0.0097	-0.012	-0.0103
O	-7.0701	17.2798	22.597	-0.0015	-0.0036	-0.0015
O	2.9582	7.1608	25.5081	-0.0059	0.0112	-0.0141
O	2.1163	13.1363	14.5136	-0.0129	0.0056	0.0411
O	28.4324	-6.0046	23.218	-0.0057	0.0139	-0.007
O	14.738	17.0049	16.4316	0.0001	-0.0116	0.0224
O	10.506	19.0691	15.2193	0.0309	-0.0038	-0.0543
O	5.0217	13.58	23.9504	-0.0076	-0.0108	-0.0026
O	-4.9805	-4.665	17.0836	0.0098	0.0084	-0.0091
O	2.3166	19.8713	10.2966	0.0169	0.0221	0.0243
O	-2.3136	18.3593	18.0973	-0.0289	-0.0115	0.0214
O	18.579	3.346	25.3293	0.0447	0.0009	0.021
O	0.3627	23.3114	16.1597	-0.0051	-0.0015	0.0039
O	17.95	12.6242	19.6405	-0.0077	-0.001	-0.0027
O	-10.5373	6.893	12.0613	0.0287	-0.0018	-0.0521
O	-6.3237	2.4788	27.2536	-0.0088	-0.0328	0.0172
O	6.5392	2.5264	21.7587	0.0013	-0.0047	-0.0021
O	13.7808	11.6463	17.2945	-0.0033	-0.0028	-0.009
O	1.3814	9.917	26.4454	-0.012	-0.0028	0.0177
O	28.21	27.6477	12.6836	-0.0199	0.0107	0.0016
O	0.3687	1.4381	19.2746	-0.0036	-0.0023	-0.0012
O	-6.4482	-3.1044	22.6724	-0.0012	-0.0028	0.003
O	-8.3537	0.6023	25.6131	-0.0032	0.0012	-0.0039
O	5.0945	1.1598	17.5041	0.0007	-0.012	-0.0084
O	20.5155	11.6726	16.13	0.0162	0.0109	0.0136
O	8.111	26.6292	23.1164	-0.0081	-0.0123	0.0113
O	-5.223	2.4978	13.3937	-0.0132	-0.0049	0.0424
O	15.3626	15.9219	11.561	-0.0039	-0.0081	-0.011
O	6.2747	-4.9106	20.926	-0.0038	0.0065	0.0016
O	7.7437	-1.4014	24.1655	0.0095	0.0083	-0.0026
O	9.2397	4.0136	25.1244	-0.0058	0.0034	0.0213

Results
free energy: -254268.632 eV
free energy less fixed offsets of O -568.88, Si -635.61 eV per atom: 2.168 eV

The program warned: the cutoff lies below the one the program advises for these potential files; the forces do not sum to zero within the program's tolerance; the exchange-correlation potential is rough where the density is thin.
